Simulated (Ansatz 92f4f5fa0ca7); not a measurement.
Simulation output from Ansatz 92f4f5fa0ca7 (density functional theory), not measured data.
Periodic cell of 256 atoms, Si144O112, from a study of silicon, its oxide and their interface. The atomic structure is a simulated model.
Doubt: the cutoff is far below the 930 eV that the study's wrapper takes by default for these files, so forces and energies are approximate.
This geometry differs little from another in the collection (a relaxation step or a small displacement).

Settings
functional: PBE
potential files: Ansatz PAW
basis: plane waves
wave-function cutoff: 580 eV
density cutoff ratio: 5
exchange-correlation grid ratio: 1
k mesh: 1 x 1 x 1, Gamma-centred
self-consistency stop: 5e-08 eV per atom in the density residual
occupations: fixed
spin: none
net charge: 0

Cell vectors (angstrom)
a	10.938	0	0
b	0	10.938	0
c	-1.9408	-5.264	37.128

Atoms and the computed forces on them: element, x, y, z (angstrom), force x, y, z (eV/angstrom)
Si	-0.2895	-6.8971	29.5764	-0.0023	0.0008	-0.0064
Si	2.4001	-4.2586	29.7802	-0.0132	-0.0011	-0.0478
Si	-0.8901	-0.919	29.8235	0.0223	-0.0196	0.042
Si	1.9524	-9.1495	29.5258	0.0147	-0.017	0.046
Si	-6.2833	-6.4315	29.6202	0.0234	-0.0237	0.0362
Si	-3.4796	-3.6555	29.5335	0.0154	-0.0143	0.0458
Si	5.2013	-1.4169	29.5623	0.0011	0.0029	-0.0052
Si	-3.0319	-9.6067	29.8419	-0.0178	0.0166	-0.0799
Si	0.811	-5.3794	31.0438	-0.0092	0.0046	0.0073
Si	3.5828	-2.5533	30.9089	-0.0008	0.0055	0.0147
Si	0.8272	-10.7125	30.946	-0.0099	0.0073	-0.0121
Si	3.5161	-8.0279	30.9312	-0.0072	0.0118	-0.0068
Si	-4.6461	-5.262	30.8802	-0.0112	0.0116	-0.0095
Si	-2.0012	-2.5577	31.0421	-0.0097	0.0097	-0.0114
Si	6.2696	0.1389	31.0049	-0.0041	0.0009	0.0029
Si	-1.8454	-7.9941	31.0169	-0.003	0.0079	0.0066
Si	-0.5632	-3.9269	32.3346	0.0082	-0.0036	0.0039
Si	2.1933	-1.1788	32.2944	-0.0004	-0.0019	0.0093
Si	-0.5215	-9.3784	32.3766	0.0067	-0.0114	0.0053
Si	2.1913	-6.6967	32.3887	0.0125	-0.0038	-0.0029
Si	4.9291	-3.9115	32.3224	0.0082	-0.0099	0.0025
Si	7.6151	-1.1836	32.4066	0.0064	-0.0029	0.0039
Si	4.8934	1.5535	32.3143	-0.0002	0.0011	0.0073
Si	-3.2923	-6.6236	32.3039	0.0018	-0.0033	0.0114
Si	-1.9408	-5.264	33.7098	-0.0685	-0.0197	-0.0427
Si	0.7937	-2.5295	33.7098	0.1059	-0.0039	-0.3119
Si	-1.9408	0.205	33.7098	0.1135	-0.0016	0.1505
Si	0.7937	-7.9985	33.7098	0.1644	-0.199	0.5812
Si	3.5282	-5.264	33.7098	0.1742	-0.019	-0.0435
Si	6.2627	-2.5295	33.7098	-0.1902	-0.2207	0.39
Si	3.5282	0.205	33.7098	-0.0233	-0.0585	-0.1649
Si	6.2627	-7.9985	33.7098	0.0216	0.0159	-0.3634
Si	1.3673	-1.3673	3.418	-0.2514	-0.1498	-0.0659
Si	4.1018	1.3673	3.418	-0.0747	-0.0299	0.1034
Si	1.3673	4.1018	3.418	0.4213	0.1619	-0.2529
Si	4.1018	-4.1018	3.418	-0.1341	0.002	0.326
Si	6.8362	-1.3673	3.418	-0.0671	0.1053	-0.1075
Si	-1.3673	1.3673	3.418	-0.0686	-0.1399	0.0833
Si	6.8362	4.1018	3.418	-0.3003	0.0944	-0.4605
Si	-1.3673	6.8362	3.418	0.1773	0.4397	-0.0206
Si	2.7325	-0.0513	4.7735	0.0031	-0.005	0.0098
Si	5.4419	2.7897	4.7703	-0.0063	0.0033	-0.0015
Si	2.6874	5.4982	4.8421	-0.0015	0.0011	-0.0095
Si	5.4645	-2.7008	4.7902	0.0033	-0.0055	-0.0001
Si	-2.7771	0.0081	4.8054	0.0123	-0.0076	0.0028
Si	0.0627	2.7198	4.7258	-0.0048	-0.0024	0.0034
Si	8.1486	5.5204	4.7019	-0.0014	-0.0017	0.0016
Si	-0.0191	-2.6839	4.8535	0.0029	-0.0079	-0.0027
Si	1.3614	1.2943	6.1222	0.0063	0.0079	-0.0081
Si	4.0871	4.1206	6.1984	-0.0013	-0.0187	-0.0054
Si	1.3637	-4.0192	6.2834	-0.0067	0.0032	-0.0108
Si	4.0959	-1.3644	6.2029	-0.004	0.0135	-0.0153
Si	-4.1173	1.4627	6.1273	-0.005	-0.0028	-0.0184
Si	-1.2984	4.2218	5.8889	0.0014	-0.0014	-0.0104
Si	6.8446	-4.0648	6.1343	0.0035	0.0056	-0.001
Si	-1.4653	-1.3566	6.2583	-0.0012	0.0222	-0.0059
Si	-0.3219	0.3024	7.4818	-0.0152	-0.0062	-0.0043
Si	2.9152	2.4602	7.4132	-0.0151	0.0152	-0.0191
Si	-0.3698	-5.1702	7.412	0.0073	-0.0099	-0.0108
Si	3.0614	-2.9867	7.6368	-0.0107	0.0059	0.0171
Si	5.2264	0.314	7.4145	0.0009	-0.0133	0.0081
Si	-2.4167	2.7084	7.1989	0.0169	0.0128	0.0325
Si	5.3429	5.6908	7.4684	0.0272	-0.0049	0.0088
Si	-2.6523	-2.937	7.6473	-0.0237	-0.0003	-0.0071
Si	-0.5735	-6.6312	35.077	-0.0021	-0.0295	-0.0236
Si	2.161	-3.8967	35.077	0.0276	0.0146	-0.0276
Si	-0.5735	-1.1622	35.077	-0.0315	0.0678	-0.0082
Si	2.161	1.5723	35.077	-0.1055	0.0174	0.0291
Si	4.8955	-6.6312	35.077	-0.0204	0.0782	-0.0025
Si	-3.308	-3.8967	35.077	-0.0623	0.0265	-0.0044
Si	4.8955	-1.1622	35.077	-0.0266	-0.0888	-0.0211
Si	7.63	1.5723	35.077	0.0497	0.01	-0.0226
Si	0.7937	-5.264	36.4443	-0.0244	-0.0106	-0.0233
Si	3.5282	-2.5295	36.4443	0.0124	0.0786	-0.0076
Si	0.7937	0.205	36.4443	0.0529	-0.0541	-0.0078
Si	3.5282	-7.9985	36.4443	0.0353	-0.0577	-0.0233
Si	-4.6753	-5.264	36.4443	0.0747	-0.0214	-0.0158
Si	-1.9408	-2.5295	36.4443	0.0209	-0.0428	-0.0289
Si	6.2627	0.205	36.4443	-0.0226	-0.0231	-0.025
Si	-1.9408	-7.9985	36.4443	-0.0059	0.0204	-0.0036
Si	1.3673	1.3673	0.6835	-0.016	0.0487	0.0415
Si	4.1018	4.1018	0.6835	-0.025	-0.0361	0.0068
Si	1.3673	6.8362	0.6835	0.0167	-0.0267	0.0029
Si	4.1018	-1.3673	0.6835	-0.0121	0.0419	0.019
Si	6.8362	1.3673	0.6835	-0.0285	-0.0073	0.0003
Si	-1.3673	4.1018	0.6835	0.0098	0.0245	0.0203
Si	6.8362	-4.1018	0.6835	-0.0182	0.043	0.0448
Si	-1.3673	-1.3673	0.6835	-0.0524	0.0222	0.0115
Si	0	0	2.0507	-0.0013	-0.0459	-0.0028
Si	2.7345	2.7345	2.0507	0.0721	0.0969	-0.0131
Si	0	5.469	2.0507	0.0205	0.0039	0.048
Si	2.7345	-2.7345	2.0507	-0.0725	-0.0732	0.02
Si	5.469	0	2.0507	0.0489	0.0046	0.0158
Si	8.2035	2.7345	2.0507	-0.0101	-0.0109	0.0284
Si	5.469	5.469	2.0507	0.0041	-0.1109	-0.0289
Si	8.2035	-2.7345	2.0507	0.1296	0.0654	-0.0071
Si	7.3756	-0.1135	22.984	0.0003	0.0005	-0.0088
Si	-2.277	-5.9331	12.1671	0.0015	0.0042	-0.0055
Si	6.5617	-7.7747	27.5657	0.0022	-0.0528	0.0227
Si	0.6882	-2.6728	24.8264	-0.0072	0.0062	-0.0001
Si	-4.1135	-8.7062	24.7447	-0.0102	0.005	-0.0026
Si	3.7592	4.8918	20.8063	-0.0012	0.0015	-0.0075
Si	-0.7227	-9.6688	16.537	-0.0037	0.0017	0.0089
Si	0.7581	0.8131	13.987	0.0006	-0.0029	0.0136
Si	-11.9519	-5.2046	24.3081	-0.0079	-0.0046	-0.0009
Si	-6.1764	1.9164	17.236	-0.0006	-0.0053	0.0072
Si	-5.69	-7.7096	22.5195	-0.0063	0.0079	-0.0127
Si	6.9918	-0.9861	9.7556	-0.0009	-0.0029	-0.0036
Si	-7.8019	-1.0142	24.449	0.0077	0.0057	-0.002
Si	0.1404	-1.3561	17.8224	0.0041	0.0007	-0.0016
Si	13.8865	-2.575	10.764	-0.0027	-0.0018	-0.0136
Si	2.7365	2.2165	19.4934	-0.0029	0.0048	-0.0053
Si	-3.1429	2.2608	21.1317	-0.0059	-0.0012	-0.011
Si	-7.5911	-5.5385	11.2266	0.0028	-0.0006	-0.0087
Si	1.6354	-5.315	15.9094	0.0049	0.0011	0.0134
Si	0.8916	-13.3816	27.8113	-0.0048	-0.0255	0.0343
Si	-3.3111	2.2425	18.0496	-0.0005	-0.0018	-0.0016
Si	-7.2025	1.1824	14.3538	-0.0018	-0.0026	0.0128
Si	-5.2083	-3.8657	20.5213	-0.0006	-0.0049	-0.0055
Si	0.3441	9.1179	12.3362	-0.0005	-0.0021	0.0044
Si	8.7929	-3.2752	16.7229	-0.0034	0.0049	0.0071
Si	-0.1925	-12.9145	20.951	0.0038	-0.0001	-0.0083
Si	-1.0526	10.819	10.3192	-0.0066	0.0027	-0.0167
Si	-7.7401	-0.2429	27.4839	0.0009	-0.002	0.0068
Si	8.8049	-5.5236	27.3391	-0.005	0.0064	-0.0007
Si	10.1851	-4.1035	14.1352	-0.0025	-0.0008	0.0128
Si	-7.5496	0.7173	22.0404	-0.0008	0.0046	-0.0057
Si	2.8513	-2.9333	17.4723	0.0057	0.007	0.0029
Si	-5.0383	-3.3477	17.5345	-0.0029	0.0046	0.0003
Si	-4.6758	4.2934	13.8162	-0.0035	-0.0013	0.0115
Si	3.3455	4.2661	13.8253	-0.0002	-0.0016	0.01
Si	7.2709	-6.5987	9.5873	0.0095	0.004	-0.0162
Si	-0.3498	-8.3284	11.8642	0.0043	0.0039	-0.0049
Si	-1.3175	2.7786	23.568	-0.004	-0.0001	-0.0073
Si	0.4785	3.6091	17.8734	0.0004	-0.0002	0.0063
Si	12.5999	-4.0118	20.1039	0.0039	-0.0034	-0.0046
Si	5.0613	-12.5967	22.3335	-0.0006	-0.0032	-0.0119
Si	-5.5144	2.8678	11.4042	0.004	0.0081	-0.003
Si	-6.107	-11.0838	11.735	0.0055	-0.005	0.001
Si	-0.6006	-0.1784	23.3596	0.0007	-0.0018	-0.0091
Si	-12.0492	-16.1462	19.0568	0.0005	0.0006	-0.0026
Si	8.6142	-4.2527	21.6458	-0.009	-0.0006	-0.0101
Si	1.2613	-6.8289	9.5461	0.0061	-0.0018	0.005
Si	6.1602	-6.5022	16.8294	-0.0031	0.005	0.0127
O	6.3607	-7.8968	21.3165	0.0027	-0.0024	0.0062
O	0.1221	-6.0888	8.6773	-0.0021	-0.0004	0.0058
O	4.0767	1.3955	7.9273	0.0099	-0.0113	0.023
O	5.8856	-0.3449	8.7586	-0.0026	0.0063	-0.001
O	-1.9549	-10.724	29.2556	-0.0308	0.0342	-0.0129
O	0.8226	-8.0234	29.0535	-0.0113	0.0116	-0.0173
O	-7.3717	-8.2824	13.6245	-0.0007	-0.0013	-0.0013
O	2.2801	-2.3986	24.6377	0.0016	0.0007	0.0068
O	3.7993	6.988	11.1658	0.0025	-0.0001	0.0055
O	8.2295	3.6906	8.4724	-0.0107	-0.0058	-0.0068
O	9.4474	-4.0824	8.0081	0.0061	-0.0102	0.0179
O	2.0735	2.9589	8.7361	-0.0009	-0.0009	0.0071
O	5.8348	6.0084	17.0756	0.0005	-0.002	-0.0007
O	-6.2158	7.951	21.4651	-0.0009	0.0054	0.0073
O	3.5303	-5.3041	29.156	-0.0314	0.027	-0.0119
O	2.6488	-9.7792	28.1466	0.0034	-0.0085	-0.0164
O	6.3259	-2.5332	29.0515	-0.0137	0.0112	-0.019
O	-4.7657	-3.1439	19.1344	-0.0008	-0.0023	0.0045
O	5.219	-7.1261	28.2272	0.0344	-0.0246	-0.0217
O	11.0263	-1.2143	24.4005	0.0017	-0.006	0.0039
O	-2.503	2.525	24.6823	0.003	0.0005	0.0033
O	1.2066	-2.8336	21.1559	-0.0031	0.0043	0.0041
O	-1.3348	1.5843	7.7168	-0.0054	0.0074	0.0064
O	1.5408	-2.6312	11.5881	-0.0028	0.0026	0.0033
O	-0.1695	-0.6083	21.8379	-0.0019	0.0033	0.0085
O	4.6071	-0.6666	28.2053	-0.0095	-0.0026	0.0008
O	-9.6426	2.7396	18.9703	0.0023	-0.0009	0.0009
O	-2.7331	2.145	19.5675	-0.0031	0.0005	0.0122
O	-2.7172	-4.2295	28.1728	0.0047	-0.008	-0.0198
O	9.9679	-2.1497	16.9111	-0.0008	-0.0021	0
O	2.6309	-2.4878	9.1533	0.0035	0.0007	0.0043
O	2.2008	11.707	14.7516	0.0011	0.0004	-0.0035
O	-6.1466	3.5558	17.0605	0.0001	0.0007	-0.0044
O	0.5456	2.2142	13.1703	0.0004	0.0006	-0.0016
O	4.2182	-4.1303	7.9208	-0.0038	0.0059	0.0085
O	0.8617	-0.4067	12.9293	-0.0026	-0.0007	-0.0033
O	2.5537	0.0353	23.2958	-0.0002	-0.0004	0.0019
O	4.3277	4.5533	22.2961	0.005	-0.005	0.0097
O	4.4539	-2.5987	17.1999	-0.0016	-0.0019	0.0015
O	9.2999	-7.4323	12.315	-0.0044	0.0013	0.001
O	-9.237	-12.6849	17.4395	-0.0035	-0.0027	0.0017
O	2.1153	-1.3944	27.8101	-0.0291	-0.0106	0.0073
O	4.2214	1.9748	22.6274	-0.0004	-0.0056	0.0011
O	10.746	-2.6724	13.6089	-0.0006	0.0008	-0.0041
O	-6.3845	1.2367	15.764	-0.0032	0.0021	-0.008
O	-8.5944	5.6931	20.9201	-0.0005	-0.0012	0.0026
O	-1.1992	-4.8671	12.759	0.0003	-0.0006	0
O	-0.8548	4.1916	18.5974	0.0021	0.0017	0.0003
O	-8.4507	1.2007	20.7592	0.0018	-0.0025	0.008
O	-3.6051	5.2445	13.0752	0.0009	-0.0009	0
O	-0.3848	-1.7453	28.5072	0.0673	-0.0441	-0.0347
O	-4.8216	-8.0077	12.9049	0.0013	-0.0012	-0.0018
O	10.6003	-9.4978	23.5783	-0.0003	0.0037	0.0052
O	-2.7506	-5.6975	10.6121	0.0001	-0.0034	0.0015
O	-6.1357	5.014	13.9182	-0.0012	0.0005	-0.0053
O	-0.5393	-6.7643	23.9821	0.001	0.0039	0.0051
O	-3.9216	-4.1209	21.4627	0.0094	0.0005	0.0042
O	-6.4145	-1.6313	23.867	-0.0076	-0.0004	0.0142
O	4.4827	-6.7357	11.1371	-0.0008	-0.0034	-0.0006
O	-2.5987	-0.0872	9.8154	0.0071	-0.0022	0.0007
O	-0.0269	0.2335	17.5725	-0.0025	0.0004	-0.0033
O	-3.3193	0.7209	21.6155	0.0008	0.0048	0.0083
O	7.3238	-7.0954	17.8131	-0.0015	0.0013	-0.0014
O	2.3282	5.2594	9.9728	0.0008	-0.0016	0.0038
O	6.7566	4.0675	15.3429	0.0007	-0.0016	-0.0084
O	-0.2546	-1.5834	19.3808	-0.0014	-0.0009	0.0043
O	-1.4988	-13.7927	21.4081	-0.0025	-0.0015	0.0048
O	-4.313	-7.8966	10.3272	-0.0059	-0.0019	0.0034
O	-4.8878	-7.5346	23.9151	0.0053	-0.0033	0.0078
O	-6.1774	1.3947	11.1289	-0.0017	0.0005	0.0003
O	-6.506	-0.4091	21.4871	-0.0043	0.0023	0.0077
O	10.0816	1.2493	11.1551	0.001	0.0029	0.0066
O	8.9632	-7.9916	22.0648	-0.0003	0.0011	0.0071
O	-4.7225	2.2846	26.2405	0.0121	0.0333	0.0535
O	6.205	1.437	17.8517	-0.0018	0.001	-0.0009
O	-24.1428	1.5669	16.98	0.0021	-0.0001	0.0006
O	-7.2399	-1.1824	11.1803	-0.0005	0.0003	0.0048
O	-1.9413	-15.345	17.8976	0.0022	0.001	0.0007
O	6.2571	-0.8856	11.253	-0.0112	0.0043	0.0134
O	3.3522	-11.123	25.8525	-0.0014	-0.0065	-0.0048
O	1.4444	-3.7859	28.5273	0.0001	0.0639	-0.0056
O	-8.476	-3.9702	16.2775	-0.0044	-0.0069	-0.0042
O	0.3394	-2.9108	26.3786	0.0068	0.0114	0.0367
O	-3.3494	-6.586	27.1655	-0.0027	-0.0095	0.0068
O	6.6647	-1.4896	22.5197	0.0023	-0.0014	0.0036
O	8.7761	-11.4283	23.6716	-0.0047	0.0039	0.0009
O	0.5832	3.4526	10.8502	-0.0039	-0.0035	0.0053
O	1.2719	-6.0277	17.3214	-0.0006	0.0011	-0.006
O	-0.9247	-6.2034	28.2144	0.0006	-0.0038	0.0079
O	-3.7055	-8.8413	28.5706	0.0018	0.0091	0.0042
O	-0.5094	22.5481	15.026	0.0031	-0.0001	-0.0082
O	-1.6203	-5.1264	25.8327	0.0039	0.0018	-0.0032
O	-1.9731	-3.8804	15.2076	0.0049	-0.0017	-0.0089
O	2.5549	-5.9064	12.6164	-0.0036	-0.0014	0.0013
O	-10.7668	-14.9999	24.1153	0.0006	-0.0006	0.0042
O	-0.0153	-0.1995	9.0391	-0.0018	-0.0009	0.0068
O	6.1082	-5.7072	8.8637	0.0035	-0.0031	0.0018
O	-3.6952	-13.6504	16.8171	0.0029	-0.0013	-0.0016
O	-6.0072	5.7347	20.0582	-0.0006	0.0017	0.0032
O	-1.8756	-5.3102	20.4835	-0.0004	0.0054	0.0087
O	-2.116	6.1186	23.1603	0.0024	-0.0005	0.0041
O	7.4948	-2.4158	9.047	0.0002	0.0031	0.0044
O	6.5124	0.7676	24.0694	0.0035	-0.001	0.0029
O	-8.4026	-6.4413	15.1864	-0.001	-0.0001	-0.0051
O	3.564	-9.4367	18.272	0.0003	0.0029	0.0003
O	3.594	-18.3685	19.9809	-0.0025	-0.0025	0.0029
O	-8.1799	-3.538	18.9895	-0.0057	0.0008	0.0015
O	11.2434	-4.4417	19.315	-0.0041	-0.0005	0.0017
O	0.0909	2.6812	16.6007	-0.001	-0.0009	-0.0032
O	11.3194	-4.9488	14.9469	-0.0026	0.0022	-0.0043
O	4.5135	0.1203	13.3468	-0.0011	0.0015	-0.0023
O	-0.8256	-1.4484	11.2496	0.0021	-0.0033	0.0047

Results
free energy: -155245.636 eV
free energy less fixed offsets of O -568.88, Si -635.61 eV per atom: -3.236 eV

The program warned: the cutoff lies below the one the program advises for these potential files; the exchange-correlation potential is rough where the density is thin.
